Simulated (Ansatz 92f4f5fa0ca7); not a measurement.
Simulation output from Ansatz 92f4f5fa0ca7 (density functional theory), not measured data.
Periodic cell of 226 atoms, Si133O92B1, from a study of silicon, its oxide and their interface. The atomic structure is a simulated model.
Doubt: the cutoff is far below the 930 eV that the study's wrapper takes by default for these files, so forces and energies are approximate.
This geometry differs little from another in the collection (a relaxation step or a small displacement).

Settings: functional PBE; potential files Ansatz PAW; basis plane waves; wave-function cutoff 580 eV; density cutoff ratio 5; exchange-correlation grid ratio 1; k mesh 1 x 1 x 1, Gamma-centred; self-consistency stop 5e-08 eV per atom in the density residual; occupations fixed; spin none; net charge -1 e, with a uniform compensating background and no finite-size correction.

Cell vectors (angstrom)
a 10.938 0 0
b 0 10.938 0
c 0 0 31.9494

Atoms: element, x, y, z (angstrom)
Si 10.6269 0.0003 24.4321
Si 5.0738 0.1276 24.6769
Si 2.8191 2.295 24.5471
Si 8.5686 2.4348 24.5745
Si 10.7037 5.5891 24.3512
Si 5.1562 5.6149 24.4663
Si 2.9847 7.9516 24.4183
Si 8.4144 7.832 24.4336
Si 1.2916 1.1322 25.8575
Si 6.8147 1.3289 25.7559
Si 3.9848 4.0117 25.749
Si 9.6851 4.0212 25.867
Si 1.3352 6.7959 25.6873
Si 6.8017 6.7239 25.7697
Si 3.9999 9.4675 25.9686
Si 9.4847 9.4397 25.8179
Si 2.6371 -0.1328 27.3082
Si 8.1424 -0.0654 27.1635
Si 0.0771 2.6554 27.2322
Si 5.4525 2.7218 27.1328
Si 2.6675 5.4193 27.1294
Si 8.1919 5.3706 27.1548
Si 0.0118 8.1536 27.1585
Si 5.5098 8.1441 27.203
Si 4.0871 1.3266 28.5204
Si 9.5474 1.316 28.5313
Si 1.3891 4.0689 28.587
Si 6.8111 4.0613 28.5485
Si 4.0824 6.7791 28.5157
Si 9.5575 6.7786 28.5127
Si 1.2986 9.4837 28.6558
Si 6.8266 9.5384 28.585
Si -0.0389 -0.0166 29.964
Si 5.4541 -0.0125 29.9235
Si 2.7719 2.7156 29.926
Si 8.1924 2.7041 29.903
Si -0.0136 5.4383 29.9227
Si 5.4606 5.4504 29.9156
Si 2.7433 8.1449 29.9445
Si 8.2226 8.176 29.9129
Si 1.3697 1.3833 31.2905
Si 6.8292 1.3663 31.2873
Si 4.1169 4.088 31.3039
Si 9.554 4.0777 31.291
Si 1.3549 6.8137 31.3069
Si 6.8271 6.8445 31.2833
Si 4.0984 9.5618 31.3007
Si 9.5588 9.5426 31.3226
Si 2.7392 0.0187 0.7074
Si 8.2076 0.0165 0.703
Si 0.0144 2.7555 0.7375
Si 5.4916 2.7502 0.7311
Si 2.7402 5.4636 0.7096
Si 8.2203 5.5001 0.6965
Si 0.0217 8.2142 0.7526
Si 5.4874 8.2291 0.7414
Si 4.1084 1.3875 2.0867
Si 9.6109 1.3406 2.0863
Si 1.3557 4.1723 2.114
Si 6.8514 4.1636 2.0666
Si 4.069 6.8698 2.078
Si 9.5868 6.8445 2.1159
Si 1.3785 9.6309 2.1072
Si 6.8767 9.6196 2.1006
Si 0.0118 0.0019 3.5514
Si 5.4938 0.0378 3.4622
Si 2.7195 2.7758 3.4234
Si 8.27 2.7933 3.3592
Si 0.0568 5.5741 3.5588
Si 5.4784 5.5502 3.4293
Si 2.6972 8.2333 3.4694
Si 8.3081 8.3127 3.4667
Si 1.3827 1.4572 4.8644
Si 6.927 1.466 4.7224
Si 4.0619 4.185 4.7465
Si 9.612 4.0953 4.8005
Si 1.2434 7.1408 5.0188
Si 6.8512 7.001 4.7351
Si 4.1022 9.5796 4.7975
Si 9.7796 9.4371 5.0242
Si 2.7146 -0.0171 6.1457
Si 8.327 0.0808 6.0592
Si 0.0284 2.8094 6.3355
Si 5.5217 2.8525 6.0443
Si 2.7454 5.6499 6.1046
Si 8.3202 5.6683 5.9631
B 0.0591 8.3116 6.3549
Si 5.514 8.315 6.2401
Si 4.3818 1.1927 7.2876
Si 9.8173 1.1055 7.5992
Si 1.1852 4.5726 7.4849
Si 6.6955 4.5593 7.2084
Si 4.3473 6.6818 7.5274
Si 9.8991 6.8532 7.335
Si 1.1336 9.7243 7.537
Si 6.7169 10.0174 7.4072
O 9.5844 1.2374 23.986
O 4.1033 6.8022 23.9497
O 4.0088 1.2416 24.0396
O 9.5318 6.7012 23.9017
O 0.0251 5.6804 7.9334
O 5.5579 0.1769 7.8871
O 0.0235 -0.0313 8.0589
O 5.5666 5.5965 7.8602
O 7.6178 3.9164 8.3983
O 8.822 7.2401 8.5908
O 2.0953 9.2908 8.9071
O 8.9316 1.6468 8.9339
O 7.5909 9.6004 8.7526
O 3.5722 1.8738 8.5466
O 3.622 7.1435 8.9632
O 2.0514 4.0827 8.8261
O 8.1409 3.482 23.3578
O 0.4457 4.9311 22.9612
O 1.9028 2.7408 23.2475
O 5.8335 4.9102 23.1272
O 5.5185 10.0037 23.4983
O 2.4407 8.6816 23.023
O 0.1903 10.0683 23.0884
O 7.7793 8.5772 23.0859
Si 8.6541 7.7009 18.4288
Si 8.78 6.3585 13.6207
Si 3.7951 1.5313 14.6912
Si 2.1323 5.7414 17.6158
Si 2.4129 3.142 19.4959
Si 9.8063 9.0342 12.0797
Si 1.328 9.4156 22.0835
Si 9.1619 0.9758 13.19
Si 1.4266 5.0532 13.012
Si 1.7917 8.2518 12.7844
Si 6.6498 9.5588 22.4348
Si 4.5253 4.597 15.6776
Si 8.2278 2.9913 9.554
Si 0.8384 8.2446 19.2572
Si 6.9505 1.3514 21.091
Si 8.2458 8.3781 9.6045
Si 10.8871 5.1932 15.5939
Si 7.5594 9.4893 16.2858
Si 9.9313 2.0597 20.2979
Si 3.1721 8.4643 9.8444
Si 6.6888 3.3575 17.4033
Si 1.1634 0.2061 19.8044
Si 3.2365 2.8189 12.2626
Si 7.2129 5.3997 19.6863
Si 5.741 8.6498 11.4581
Si 5.7892 6.0678 13.1658
Si 4.6311 9.708 17.607
Si 1.0197 3.5977 22.1858
Si 4.8977 1.4847 18.7982
Si 3.1782 3.122 9.485
Si 6.4422 10.7921 13.7388
Si 10.3436 0.1169 15.9559
Si 5.6709 3.6421 11.1255
Si 9.8358 3.9029 11.8831
Si 2.3429 9.923 15.5153
Si 6.0767 8.1338 19.7957
Si 6.9343 3.9732 22.3831
Si 9.7526 2.7705 17.3643
O 7.1896 6.3722 13.9627
O 1.8797 7.0559 18.668
O 10.302 4.0125 16.5102
O 6.162 9.9565 17.0308
O 10.1364 0.7394 14.471
O 8.4416 6.121 18.8572
O 5.1559 0.6549 14.3819
O 5.7162 2.0614 17.5206
O 8.3454 1.9435 20.5437
O 1.9954 4.2982 18.4046
O 6.975 2.79 10.6184
O 4.8717 2.6977 12.1955
O 6.0229 4.3963 16.3359
O 4.5632 3.9262 9.9299
O 10.689 2.7741 21.5553
O 9.7132 6.1424 14.9622
O 6.0068 6.4973 19.8398
O 4.0846 0.1731 18.2695
O 9.2627 10.5592 12.2863
O 2.8589 4.3595 12.6934
O 1.91 10.696 21.2084
O 3.991 2.7183 19.3869
O 0.728 10.0472 15.938
O 1.2714 9.8033 18.8315
O 1.7108 1.6618 19.2757
O 8.9337 10.375 16.4649
O 4.8754 8.5908 18.7824
O 9.562 8.7672 10.4982
O 6.7356 4.0988 18.8508
O 2.8342 1.7234 13.3751
O 5.8331 8.7814 21.2602
O 2.5356 2.4652 10.8462
O 7.6097 4.8516 21.1721
O 5.2222 7.463 12.4964
O 0.421 9.0659 12.5147
O 7.5658 1.0446 13.561
O 7.093 9.6152 14.7169
O 8.9803 5.0421 12.6767
O 8.083 8.0317 16.9003
O 6.2122 2.5776 21.8948
O 2.4632 9.0633 14.0874
O 0.4236 4.4833 11.86
O 0.8112 8.315 20.9289
O 9.3888 3.8279 10.3322
O 9.6389 2.3973 12.5301
O 7.6211 8.5701 19.382
O 2.5217 8.1693 11.3303
O 3.9955 3.0476 15.3435
O 0.8469 4.4905 14.432
O 10.053 2.9993 18.9556
O 9.1349 7.8118 12.9561
O 10.5114 0.5372 20.0791
O 6.0483 5.0181 11.9257
O 8.1507 2.7561 17.0167
O 3.522 5.466 16.7037
O 4.6196 9.12 10.3426
O 1.5342 6.6737 13.1697
O 4.7613 5.4959 14.3225
O 2.0424 3.8521 20.9248
O 10.5324 1.39 16.9653
O 0.9314 6.0628 16.5558
O 7.3386 10.9532 21.9335
O 5.9309 0.9118 19.9141
O 6.0804 9.9992 12.351
O 2.8476 0.5456 15.5731
O 7.0466 7.9961 10.685
O 10.2409 8.0169 18.6791
O 3.4402 9.2026 16.5638

Results
free energy: -137022.590 eV
free energy less fixed offsets of B -154.04, O -568.88, Si -635.61 eV per atom: 4.540 eV

Forces (eV/angstrom), in the order of the atoms: element, x, y, z
Si 0.0101 -0.0068 -0.0172
Si 0.0074 -0.01 -0.0146
Si -0.0106 0.0057 -0.0196
Si -0.0059 0.0096 -0.0131
Si 0.0072 -0.014 -0.0105
Si 0.0129 -0.0037 -0.017
Si -0.0065 0.0122 -0.0109
Si -0.0111 0.0069 -0.0211
Si -0.0044 -0.0016 -0.0032
Si 0.0013 0.0001 -0.001
Si -0.0023 0 0.0036
Si 0.0001 0.0018 -0.0031
Si 0.003 0.0006 0.0013
Si 0.0004 -0.0017 0.0028
Si 0.0049 -0.0064 -0.0066
Si 0.0029 -0.0015 0.0037
Si -0.0002 0.004 -0.002
Si -0.0014 0.0019 0.0028
Si -0.0007 0.0016 -0.0026
Si 0.0004 0.0001 0.0039
Si 0.0014 0.0007 0.0024
Si 0.0001 0.0023 -0.0002
Si -0.0017 -0.0023 0.0045
Si -0.0008 0.0001 -0.0022
Si 0.0029 0.0047 -0.0033
Si -0.0016 -0.0047 -0.0043
Si 0.0096 -0.0026 0.0088
Si -0.0025 -0.0022 -0.0006
Si -0.0019 -0.007 -0.0087
Si 0.0022 -0.003 -0.0081
Si -0.0091 -0.0075 0.0243
Si 0.0026 -0.0014 0.0084
Si 0.0006 -0.0121 -0.002
Si 0.0039 -0.0014 -0.0013
Si 0.0005 0.0119 -0.001
Si -0.0074 0.0013 0.002
Si 0 -0.0005 0.0002
Si -0.0019 -0.0058 0.0015
Si -0.0094 0.0061 -0.0019
Si -0.0017 0.0086 0.0027
Si 0.0012 0.0038 -0.0034
Si 0.0025 -0.0018 0.0019
Si -0.001 -0.0033 -0.0021
Si 0.0021 -0.0001 -0.0027
Si 0.0048 -0.002 0.0042
Si 0.0005 0.0011 -0.0032
Si 0.0019 0.0011 -0.0032
Si -0.0016 0.0024 0.0015
Si 0.0006 -0.0013 0.0021
Si 0.0035 -0.0035 -0.0004
Si -0.0007 -0.0023 0.0023
Si -0.0024 0.0051 -0.006
Si -0.0015 0.0035 -0.0007
Si -0.0053 -0.0036 0.0044
Si -0.0022 0.0026 -0.0077
Si -0.0015 -0.0019 -0.0002
Si -0.0002 0.0034 -0.0049
Si -0.0192 0.0001 0.0039
Si 0.0145 0.0068 -0.0001
Si 0.0089 -0.0107 -0.0006
Si -0.0066 -0.0147 0.0033
Si 0.0029 0.0123 0.0033
Si 0.0014 -0.0127 0.0086
Si 0.0113 0.0148 0.0028
Si 0.0123 -0.0089 0.018
Si -0.0074 -0.0105 0.0092
Si -0.0157 -0.0018 -0.0013
Si 0.0141 0.0001 -0.0106
Si -0.0071 0.0013 0.0198
Si -0.0041 0.0123 0.0018
Si -0.0119 0.0203 -0.001
Si 0.0003 -0.0162 -0.0071
Si -0.0077 0.0027 0.0069
Si 0.0041 -0.0015 -0.0058
Si -0.0063 0.0037 -0.0048
Si 0.0085 -0.0082 0.0094
Si 0.0648 -0.06 -0.0745
Si -0.0052 0 0.0131
Si 0.013 -0.0031 0.0083
Si -0.0726 0.0932 -0.0872
Si -0.018 -0.0048 0.0168
Si 0.0132 -0.0145 0.02
Si -0.0012 0.0087 -0.0129
Si -0.0039 -0.0123 0.0209
Si -0.0132 0.011 0.0207
Si 0.0252 0.0109 0.0252
B 0.0265 -0.0055 0.1022
Si -0.0095 -0.0006 0.002
Si 0.0007 0.0162 -0.0027
Si -0.0132 0.0035 0.0209
Si 0.0151 -0.0165 -0.0033
Si 0.0113 -0.0005 0.0067
Si -0.0016 0.0255 0.0073
Si -0.1008 -0.0186 -0.0302
Si 0.0708 -0.011 -0.0477
Si 0.0045 -0.0107 0.0065
O -0.0007 0.002 0.0029
O -0.0022 -0.0009 0.0001
O 0.0003 0.0014 0.0048
O -0.0004 0.0025 0.0019
O 0.0121 0.0137 0.0185
O 0.0011 -0.0054 -0.0042
O -0.0095 -0.0043 0.016
O -0.0092 -0.0006 -0.0077
O -0.0227 0.0302 -0.0368
O 0.02 -0.0127 -0.0156
O -0.0161 0.0071 0.0001
O 0.02 -0.0227 -0.0347
O -0.01 0.0188 -0.0237
O 0.0097 -0.0284 -0.0221
O 0.0088 -0.0247 -0.024
O -0.0195 0.0147 -0.0236
O 0.0119 -0.0118 0.0155
O -0.0101 0.0159 0.0145
O 0.0165 -0.0102 0.0201
O -0.0149 0.0133 0.0166
O -0.0103 0.0102 0.0148
O 0.0135 -0.0132 0.0167
O -0.0164 0.015 0.021
O 0.0137 -0.0139 0.0144
Si 0.0007 -0.0016 0.0062
Si 0.0001 -0.0031 -0.0104
Si 0.0031 -0.0003 -0.0062
Si 0.0039 0.0014 0.0027
Si 0.0067 -0.0037 0.0004
Si 0.0011 0.003 0.0025
Si 0.0009 0.0001 -0.026
Si 0.0007 -0.0011 -0.008
Si -0.0035 -0.0011 -0.0113
Si -0.0061 -0.0007 0.007
Si -0.0051 0.0036 -0.0172
Si 0.0002 -0.0039 -0.0009
Si 0.0027 0.0043 0.0545
Si -0.0014 -0.0048 -0.003
Si -0.0015 -0.0001 0
Si 0.0028 -0.0023 0.0357
Si -0.0012 -0.0005 0.0016
Si 0.001 0.0005 -0.0004
Si -0.0015 -0.0029 0.0002
Si 0.0045 0.0126 0.0365
Si 0.0005 -0.0021 -0.0023
Si -0.0015 0.0023 0.0044
Si 0.0018 0.0021 0.0003
Si -0.0018 0.0062 -0.0005
Si -0.0037 0.0043 0.0093
Si -0.0011 -0.0016 -0.0027
Si 0.0009 0.002 0.0002
Si -0.0017 -0.0071 -0.0236
Si -0.0035 0.0013 0.0032
Si 0.0218 0.0044 0.047
Si 0.0029 0.0041 -0.004
Si -0.0008 -0.0015 -0.0008
Si -0.0031 0.0066 0.0073
Si 0.0059 0.0014 0.0055
Si 0.0007 0.0048 0.0011
Si 0.0026 -0.0055 -0.0003
Si 0.0026 -0.0035 -0.0194
Si -0.0038 -0.0011 -0.0044
O -0.0027 0.0005 0.0057
O -0.0018 0.0037 -0.003
O 0.001 0.0031 0.0004
O 0 0.001 0.001
O -0.0053 0.0035 -0.0023
O -0.0019 -0.0022 -0.0029
O 0.0028 -0.0018 0.0054
O -0.0015 -0.001 0.002
O -0.0047 -0.0016 -0.0041
O -0.0014 -0.0058 0.0013
O 0.0167 -0.0044 -0.0052
O 0.0035 0.0039 0.0009
O -0.0032 0.001 0.0014
O -0.0173 -0.0028 -0.0086
O 0.0091 0.0083 0.0047
O -0.0053 0.0026 -0.0007
O -0.0003 0 -0.0057
O -0.0001 0.0009 -0.0033
O 0.0016 -0.0118 0.0044
O 0.0044 -0.0051 0.0082
O 0.0002 -0.0086 0.0063
O -0.0021 0.0016 -0.0058
O 0.0015 -0.0011 0.0032
O 0.0001 0.0016 0
O -0.0017 -0.001 -0.0049
O 0.0015 0.0017 0.0009
O 0.0024 -0.0018 -0.0003
O -0.0127 -0.0041 -0.0163
O 0.001 0.003 0.0004
O -0.0016 0.0063 -0.0018
O 0.0053 0.0097 0.0122
O -0.0012 0.0029 -0.0168
O -0.0034 -0.0104 0.0121
O 0.0002 0.0113 0.0003
O -0.002 -0.0006 0.0077
O 0.0022 0.0004 0.0081
O -0.0037 0.0041 -0.0019
O 0.0033 -0.0099 0.0022
O 0.0011 -0.0006 0.0032
O 0.0011 0.0091 -0.0002
O -0.0016 -0.0086 -0.0069
O -0.0049 -0.0021 0.0047
O 0.0032 0.0074 0.0114
O -0.0122 -0.0061 -0.0163
O 0.0012 0.0099 0.0039
O -0.0048 0.001 -0.0048
O 0.0133 0.0006 -0.028
O -0.0013 -0.003 0.0038
O 0.0053 0.0007 -0.0024
O 0.0007 -0.0036 0.0039
O 0.0039 0.0122 0.0018
O -0.0015 0.0022 -0.0053
O 0 -0.014 -0.0027
O 0.0022 0 0.0025
O 0.0006 -0.0001 0.0005
O -0.0122 -0.0011 -0.0052
O 0.0024 0.0071 0.0075
O 0.0046 0.0059 -0.0018
O -0.0102 0.0031 0.0122
O 0.0003 -0.0003 -0.0008
O -0.0024 -0.0004 -0.0011
O -0.001 -0.0104 -0.0001
O 0.0099 0.0006 0.0029
O -0.0044 -0.0142 -0.0053
O 0.0019 0.0022 0.0031
O 0.0162 0.0003 -0.0082
O 0.0041 0.0016 -0.0032
O -0.0026 0 0.0006

The program warned: the cutoff lies below the one the program advises for these potential files; the exchange-correlation potential is rough where the density is thin.
